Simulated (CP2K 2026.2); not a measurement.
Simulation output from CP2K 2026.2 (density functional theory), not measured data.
Periodic cell of 504 atoms, Si352O152, from a study of silicon, its oxide and their interface. The atomic structure is a simulated model.
Doubt: the forces sum to 2.47 eV/angstrom along one axis rather than to zero, so they err by at least 0.0049 eV/angstrom per atom on average; the grid cutoff is modest.

Settings
functional: PBE
method: Gaussian and plane waves
basis set: DZVP-MOLOPT-SR-GTH
pseudopotentials: GTH-PBE
grid cutoff: 350 Ry, relative cutoff 50 Ry
k points: Gamma only
occupations: fixed
spin: none
net charge: 0

Cell vectors (angstrom)
a 15.3866 0 0
b 0 15.3866 0
c -4.2952 5.2535 38.0912

Atoms and the computed forces on them: element, x, y, z (angstrom), force x, y, z (eV/angstrom)
Si 10.993 5.035 32.002 0.098 0.115 0.737
Si 11.073 9.636 32.026 -0.023 0.329 0.519
Si 11.067 12.124 31.908 -0.101 -0.242 0.67
Si 11.079 17.264 31.835 -0.069 -0.238 0.799
Si -0.364 4.842 32.056 -0.18 0.151 0.807
Si -0.34 9.511 32.098 -0.174 -0.153 0.814
Si -0.42 12.595 32.035 -0.033 0.19 0.85
Si -0.426 17.11 31.917 0.022 -0.239 0.823
Si 3.361 4.89 32.134 0.131 0.13 0.785
Si 3.397 9.542 31.967 0.129 -0.258 0.758
Si 3.443 12.69 32.095 -0.016 0.219 0.765
Si 3.45 17.128 32.03 0.002 -0.228 0.779
Si 7.238 6.099 32.09 -0.028 0.217 0.655
Si 7.276 8.555 32.036 0.031 -0.029 -0.081
Si 7.235 13.605 31.947 0.054 0.038 -0.113
Si 7.276 16.053 32.022 0.012 -0.06 -0.053
Si -2.378 5.237 33.236 -0.001 0.015 -0.027
Si -2.363 9.163 33.28 0.039 -0.02 -0.029
Si -2.437 12.851 33.217 0.003 0.002 -0.052
Si -2.396 16.84 33.185 0.014 0.01 -0.052
Si 1.474 5.176 33.458 -0.022 -0.002 -0.036
Si 1.555 9.176 33.396 -0.019 -0.012 -0.031
Si 1.489 12.932 33.375 -0.03 -0.017 -0.011
Si 1.486 16.801 33.291 -0.025 0.017 -0.027
Si 5.347 5.341 33.316 0 -0.024 -0.01
Si 5.339 9.098 33.271 -0.01 0.046 -0.013
Si 5.398 13.018 33.332 -0.071 -0.034 0.024
Si 5.395 16.751 33.291 -0.049 0.042 0.021
Si 9.103 5.324 33.34 -0.004 -0.002 0.006
Si 9.173 9.113 33.32 0.039 0.044 0.032
Si 9.179 12.924 33.17 0.029 -0.033 0.019
Si 9.196 16.75 33.21 0.028 0.08 0.013
Si -2.352 7.186 34.584 0.009 -0.003 0.015
Si -2.363 11.029 34.711 0.009 0.005 0.036
Si -2.408 14.859 34.514 0.05 0 0.005
Si -2.381 18.717 34.638 -0.009 -0.012 0.037
Si 1.493 7.192 34.675 -0.014 -0.009 0.022
Si 1.528 11.055 34.786 -0.018 0.005 0.04
Si 1.48 14.887 34.657 -0.002 0.001 0.015
Si 1.486 18.648 34.771 0.012 -0.009 0.063
Si 5.263 7.225 34.71 -0.008 0.011 -0.008
Si 5.405 11.041 34.638 -0.004 -0.005 -0.001
Si 5.301 14.895 34.725 0.001 0.001 -0.035
Si 5.424 18.731 34.619 -0.009 -0.004 0.001
Si 9.235 7.214 34.717 0.007 0.009 0.004
Si 9.098 11.057 34.643 0.032 0.011 0.002
Si 9.286 14.839 34.595 -0.029 -0.005 -0.022
Si 9.097 18.7 34.603 0.008 -0.025 -0.004
Si 11.157 7.188 36.033 0.011 -0.007 0.004
Si 11.062 11.037 36 0.014 0.002 -0.01
Si 11.143 14.866 36.001 0.033 0.003 0.016
Si 11.06 18.716 35.963 0.007 0.005 -0.035
Si -0.454 7.195 35.995 0.002 -0.008 -0.006
Si -0.44 11.036 36.072 0.014 -0.008 0.014
Si -0.488 14.873 35.946 -0.007 0.004 -0.01
Si -0.478 18.698 36.048 0.005 0.017 0.004
Si 3.38 7.192 36.079 0.001 -0.002 0.012
Si 3.486 11.053 36.047 -0.021 0.005 0.004
Si 3.385 14.885 36.06 -0.037 -0.006 0.018
Si 3.475 18.699 36.011 -0.022 0 -0.017
Si 7.251 7.212 36.012 -0.015 -0.019 -0.043
Si 7.253 11.038 36.068 0.002 -0.013 0.044
Si 7.31 14.876 35.969 0.004 -0.003 -0.077
Si 7.264 18.712 36.052 0.007 0.015 0.037
Si 11.108 5.243 37.358 -0.01 -0.003 0.007
Si 11.108 9.119 37.378 -0.007 0.013 0.009
Si 11.111 12.951 37.372 0 -0.013 0.011
Si 11.101 16.802 37.35 -0.012 0.004 0.009
Si -0.448 5.263 37.366 0.013 -0.002 0.007
Si -0.447 9.099 37.395 -0.002 0.003 0.001
Si -0.45 12.981 37.377 -0.005 0.005 -0.005
Si -0.475 16.768 37.374 0.012 -0.001 -0.002
Si 3.418 5.239 37.384 0.009 -0.022 0.009
Si 3.417 9.127 37.408 0.006 0.017 0.011
Si 3.424 12.965 37.411 0.012 -0.008 0.01
Si 3.426 16.804 37.406 0.011 0.01 0.002
Si 7.263 5.277 37.371 -0.006 -0.008 0.013
Si 7.257 9.106 37.404 0.011 0.022 0.016
Si 7.267 12.984 37.381 0.007 -0.029 0.01
Si 7.277 16.773 37.376 -0.008 0.025 0.023
Si 1.925 15.397 11.535 0.002 0.002 0.003
Si 1.95 3.847 11.556 -0.006 -0.03 -0.004
Si 1.921 7.668 11.496 0.001 0.015 -0.012
Si 1.907 11.629 11.461 0.012 -0.006 -0.018
Si 5.814 15.389 11.51 0.006 -0.005 -0.013
Si 5.803 3.867 11.559 -0.005 0.001 0
Si 5.795 7.666 11.521 -0.014 0.009 -0.002
Si 5.798 11.581 11.47 -0.026 -0.025 -0.029
Si 9.662 15.342 11.558 -0.006 0.002 -0.013
Si 9.649 3.898 11.603 -0.007 0 0.005
Si 9.627 7.678 11.581 -0.011 0.005 0.016
Si 9.646 11.533 11.598 -0.026 0.006 -0.001
Si 13.47 15.39 11.573 -0.01 -0.003 -0.014
Si 13.485 3.875 11.598 -0.003 -0.004 0.001
Si 13.452 7.689 11.571 0.028 -0.001 0.006
Si 13.429 11.551 11.561 0.026 -0.003 -0.002
Si 1.948 1.914 12.909 0.01 0.019 0.02
Si 1.969 5.768 12.914 0.018 0.049 -0.001
Si 1.851 9.671 12.699 0.003 -0.013 -0.05
Si 1.908 13.497 12.918 -0.012 -0.018 -0.003
Si 5.855 1.914 12.869 -0.02 0.019 0.01
Si 5.776 5.779 12.954 -0.01 0.004 0.006
Si 5.809 9.643 12.77 -0.041 0.04 -0.033
Si 5.786 13.471 12.865 0.004 0.012 -0.015
Si 9.71 1.907 12.854 0.008 -0.002 -0.017
Si 9.608 5.817 13.033 -0.016 -0.039 0.026
Si 9.612 9.587 12.956 0.006 -0.014 -0.005
Si 9.657 13.441 12.989 -0.001 0.019 0.046
Si 13.487 1.931 12.935 0.007 -0.002 0.022
Si 13.502 5.799 12.987 -0.008 0.003 0
Si 13.354 9.62 12.919 -0.022 -0.028 0.017
Si 13.461 13.464 12.942 -0.007 0.002 0.008
Si 0.022 17.326 14.294 0.024 -0.004 -0.041
Si 0.093 5.817 14.313 -0.052 -0.018 -0.014
Si -0.029 9.703 14.094 0.011 0.039 -0.048
Si -0.015 13.497 14.314 0.009 0.018 -0.019
Si 3.928 17.252 14.199 -0.001 0 -0.039
Si 3.857 5.763 14.335 0.02 -0.026 -0.024
Si 3.803 9.666 13.925 0.002 0.001 -0.034
Si 3.867 13.484 14.224 -0.001 0.019 -0.026
Si 7.821 17.289 14.189 -0.004 -0.005 -0.044
Si 7.636 5.799 14.409 0.058 0.025 0.014
Si 7.644 9.6 14.244 -0.047 -0.02 0.065
Si 7.666 13.422 14.272 0.007 0.024 -0.03
Si 11.565 17.306 14.298 -0.014 -0.007 -0.031
Si 11.577 5.814 14.371 0.017 -0.026 -0.039
Si 11.471 9.565 14.421 0.009 0.032 0.004
Si 11.599 13.446 14.389 -0.021 -0.005 -0.044
Si 0.032 15.401 15.706 0.016 0.018 0.029
Si 0.095 3.881 15.665 -0.002 0.01 0.043
Si 0.104 7.862 15.494 0.088 -0.047 0.029
Si -0.052 11.529 15.583 0.009 -0.011 0.064
Si 3.951 15.356 15.627 0.004 -0.004 0.031
Si 3.958 3.733 15.612 0.002 0.01 0.031
Si 3.75 7.888 15.388 -0.033 -0.081 0
Si 3.803 11.471 15.38 -0.003 0.009 0.063
Si 7.79 15.384 15.551 0.038 -0.009 0.026
Si 7.839 3.762 15.609 0.025 0.061 -0.005
Si 7.391 7.788 15.764 -0.584 -0.146 -0.449
Si 7.634 11.491 15.649 0.023 0.027 0.007
Si 11.644 15.417 15.721 0.001 0.026 0.051
Si 11.589 3.852 15.651 -0.014 -0.009 0.034
Si 11.606 7.653 15.875 0.033 0.008 0.065
Si 11.511 11.503 15.787 0.016 -0.005 0.022
Si 2.023 15.589 16.934 -0.036 -0.149 -0.742
Si 2.039 3.33 16.888 0.013 0.098 -0.802
Si 1.955 8.609 16.712 -0.08 0.199 -0.668
Si 1.929 11.043 16.712 -0.039 -0.238 -0.608
Si 5.926 15.561 16.921 -0.066 -0.118 -0.683
Si 5.939 3.295 16.842 -0.098 0.019 -0.754
Si 5.407 8.498 16.886 0.281 0.226 -0.569
Si 5.602 10.962 16.767 0.097 -0.332 -0.584
Si 9.668 15.088 16.93 0.042 0.18 -0.804
Si 9.715 4.09 17.05 0.027 -0.229 -0.832
Si 9.901 7.249 17.511 0.573 0.026 -0.408
Si 9.53 11.885 17.049 -0.083 -0.569 -0.033
Si -1.838 15.878 17.08 -0.004 -0.419 -0.793
Si -1.865 3.684 16.951 0.076 0.253 -0.731
Si -1.706 8.071 16.892 -0.193 -0.131 -0.742
Si -1.901 11.177 17.047 -0.022 0.212 -0.836
Si 0.085 7.363 22.555 -0.108 0.089 0.055
Si -1.478 5.877 19.131 -0.081 -0.167 -0.117
Si 10.215 11.867 21.955 -0.118 -0.019 -0.069
Si -0.572 17.556 21.948 -0.079 0.052 0.004
Si 3.767 14.22 23.693 -0.001 0.052 0.032
Si 4.308 5.712 25.261 0.11 0.035 0.042
Si 5.755 4.312 19.622 0.063 -0.026 -0.055
Si 1.776 13.194 19.032 0.049 -0.077 -0.278
Si 5.612 14.888 28.152 0.119 -0.064 0.175
Si 4.07 12.631 21.076 -0.053 0.029 -0.178
Si -0.191 11.308 24.293 0.12 0.029 -0.118
Si 0.243 10.101 21.492 0.027 -0.033 -0.031
Si 10.748 9.088 22.51 0.019 -0.058 -0.028
Si 7.05 3.752 22.082 -0.06 0.124 -0.114
Si -1.009 12.269 19.791 -0.03 0.005 -0.098
Si 12.939 16.191 19.91 0.007 -0.128 -0.207
Si 9.571 17.461 22.204 0.041 0.012 -0.095
Si 10.726 9.097 25.584 -0.047 0.052 -0.001
Si 8.756 11.346 19.21 0.228 -0.028 -0.664
Si 10.143 17.192 19.184 0.027 0.009 -0.246
Si -2.036 17.921 24.58 -0.042 -0.045 0.013
Si 1.925 4.711 27.003 0.11 0.055 -0.031
Si 4.564 18.328 23.834 0.074 -0.098 0.096
Si 12.524 13.844 21.864 0.101 -0.106 -0.158
Si 2.067 16.692 23.159 0.045 0.091 0
Si -2.216 13.546 24.846 -0.01 0.004 0.012
Si 8.722 15.565 24.449 -0.017 -0.022 -0.008
Si 8.344 12.393 24.38 0.027 -0.043 -0.035
Si 3.353 9.764 21.489 -0.024 -0.04 -0.083
Si 8.872 8.455 20.088 0.041 0.048 -0.19
Si 3.47 7.649 19.134 0.025 0.042 -0.368
Si 6.656 6.558 21.304 0.111 -0.069 0.059
Si 6.936 9.501 29.878 0.136 -0.16 0.711
Si 11.557 7.348 30.062 -0.103 0.05 0.073
Si 11.405 4.263 23.244 -0.04 -0.127 0.003
Si 6.158 10.364 25.281 0.026 0.017 -0.029
Si 10.221 12.997 29.028 -0.003 0.009 0.23
Si -0.717 7.199 30.184 -0.008 -0.06 0.174
Si 3.239 10.227 26.509 0.054 -0.077 0.004
Si 6.1 13.046 18.943 -0.016 -0.032 -0.284
Si 5.795 15.952 25.147 -0.033 0.028 0.129
Si 0.679 17.517 25.874 -0.015 0.093 0.012
Si 2.892 4.569 19.563 0.1 0.042 -0.165
Si -0.231 14.803 26.885 -0.012 -0.067 -0.034
Si 7.998 8.812 27.216 -0.016 -0.052 0.045
Si 6.62 4.594 29.451 -0.015 0.048 0.126
Si 5.036 8.225 23.451 0.005 -0.072 -0.038
Si 7.152 5.76 26.717 -0.03 0.068 0.03
Si 10.305 16.18 29.044 -0.068 0.058 0.258
Si 10.777 17.066 26.174 -0.01 0.076 0.004
Si 12.656 6.683 21.838 0.08 0.023 -0.006
Si 10.845 12.02 26.144 -0.02 0.024 -0.004
Si -0.009 14.821 29.805 0.087 0.08 0.257
Si -0.511 6.577 27.186 -0.109 0.01 0.065
Si 11.819 6.697 27.001 -0.042 0.015 0.116
Si 1.931 12.825 25.673 -0.009 0.022 -0.049
Si 0.578 4.85 21.177 -0.129 -0.052 -0.075
Si 0.841 8.71 25.266 0.123 0.007 0.045
Si 3.635 5.614 29.274 0.044 0.16 0.188
Si 3.132 14.905 29.854 -0.006 0.032 0.221
Si 7.345 16.919 29.86 0.044 -0.312 0.651
Si 4.016 8.597 29.103 -0.017 0.04 0.209
Si 9.8 4.66 25.671 0.032 0.003 0.135
Si 7.178 12.642 29.75 -0.099 0.43 0.69
Si 1.931 15.385 0.645 0.008 0 -0.008
Si 1.929 3.862 0.663 0.003 0.007 0.001
Si 1.932 7.702 0.657 0.003 -0.009 0.005
Si 1.915 11.542 0.654 0.002 0.001 0
Si 5.777 15.384 0.639 -0.013 -0.009 0.001
Si 5.777 3.862 0.659 -0.005 0.015 0.006
Si 5.774 7.71 0.65 0 -0.005 0.007
Si 5.766 11.547 0.638 -0.007 0.004 0.004
Si 9.638 15.394 0.651 -0.002 0.004 -0.005
Si 9.633 3.853 0.673 -0.004 -0.005 0
Si 9.646 7.723 0.666 -0.007 0.009 0.007
Si 9.649 11.53 0.66 0.001 -0.016 0.004
Si 13.483 15.401 0.639 0.004 0.008 -0.003
Si 13.484 3.85 0.655 -0.001 0 0.002
Si 13.486 7.711 0.649 -0.002 -0.001 0.001
Si 13.488 11.542 0.647 0 -0.009 -0.004
Si 1.928 1.926 2.008 -0.012 -0.001 0.001
Si 1.94 5.783 2.025 0.008 -0.001 0.008
Si 1.924 9.623 2.02 -0.011 -0.002 0.001
Si 1.936 13.468 2.016 0.006 0.001 0.005
Si 5.785 1.926 2.004 0.014 -0.001 -0.005
Si 5.771 5.786 2.017 -0.013 -0.001 0.006
Si 5.782 9.63 2.013 0.007 -0.003 -0.003
Si 5.769 13.466 2.01 -0.003 0.002 -0.002
Si 9.631 1.926 2.019 0.009 0.003 -0.001
Si 9.637 5.788 2.017 -0.002 0 -0.002
Si 9.636 9.628 2.038 0.012 -0.001 0.006
Si 9.641 13.467 2.008 -0.005 0 -0.004
Si 13.484 1.929 2.012 -0.004 0.003 0.004
Si 13.482 5.782 2.008 0.007 -0.001 -0.001
Si 13.485 9.626 2.018 -0.01 0.001 0.007
Si 13.48 13.474 2.001 0.006 -0.003 0.001
Si 0.014 1.93 3.377 -0.01 0 0.002
Si 0.012 5.78 3.379 0.001 0.004 -0.001
Si 0.011 9.623 3.388 0.002 -0.006 0.001
Si 0.009 13.474 3.375 0 0.005 0.004
Si 3.858 1.928 3.366 -0.003 0.001 -0.001
Si 3.859 5.78 3.391 -0.001 0.002 0.002
Si 3.856 9.626 3.375 -0.003 0.005 -0.003
Si 3.856 13.47 3.384 -0.003 -0.002 0.001
Si 7.704 1.929 3.371 0.006 -0.002 -0.003
Si 7.705 5.783 3.371 -0.002 0.005 -0.002
Si 7.702 9.626 3.38 0.008 -0.001 0.002
Si 7.707 13.468 3.363 0.003 -0.006 0.001
Si 11.558 1.93 3.37 -0.002 -0.006 -0.006
Si 11.56 5.78 3.375 0.002 -0.003 -0.003
Si 11.564 9.624 3.382 0.002 0.001 0.001
Si 11.56 13.472 3.373 0.001 0.002 0.001
Si 0.009 15.398 4.74 -0.001 0.004 0.001
Si 0.013 3.853 4.738 -0.002 -0.001 -0.004
Si 0.01 7.7 4.747 -0.005 0.001 -0.003
Si 0.01 11.549 4.74 -0.005 -0.008 -0.003
Si 3.86 15.4 4.741 0.002 -0.006 0.002
Si 3.861 3.847 4.74 0.002 0.004 0.001
Si 3.859 7.707 4.748 -0.001 -0.002 0
Si 3.857 11.545 4.744 0.002 -0.002 0.002
Si 7.71 15.394 4.73 0.003 0.009 -0.005
Si 7.708 3.854 4.731 0.006 -0.003 -0.007
Si 7.705 7.702 4.74 -0.002 0.004 -0.001
Si 7.707 11.55 4.736 0 -0.004 0.001
Si 11.557 15.399 4.731 0.001 0.02 -0.007
Si 11.557 3.853 4.73 0 -0.012 -0.01
Si 11.558 7.7 4.74 0.003 0.012 -0.003
Si 11.558 11.548 4.736 0.002 -0.016 -0.002
Si 1.932 15.403 6.1 -0.013 0.001 0.007
Si 1.935 3.851 6.101 -0.011 -0.004 0.003
Si 1.933 7.701 6.108 -0.004 0.006 0.002
Si 1.931 11.548 6.104 0.001 0.001 0.001
Si 5.793 15.402 6.097 0.008 -0.003 0.002
Si 5.79 3.848 6.099 -0.001 -0.004 0.002
Si 5.786 7.702 6.107 0.002 0.002 0.004
Si 5.786 11.546 6.1 0.001 0.003 0.001
Si 9.635 15.405 6.092 0.005 -0.015 -0.003
Si 9.635 3.85 6.091 0.004 0.008 -0.003
Si 9.633 7.7 6.097 0.007 -0.011 0.002
Si 9.634 11.543 6.094 0.007 0.014 0.004
Si 13.47 15.407 6.1 -0.014 -0.011 0.003
Si 13.474 3.849 6.098 -0.01 0.008 -0.001
Si 13.474 7.7 6.107 0.009 -0.01 0.005
Si 13.474 11.543 6.102 0.008 0.014 0.004
Si 1.934 1.935 7.473 0.001 0.003 0.001
Si 1.932 5.772 7.464 0.004 0.008 -0.003
Si 1.926 9.625 7.468 -0.001 -0.008 0
Si 1.925 13.478 7.456 0.006 -0.007 0.005
Si 5.8 1.932 7.474 0.007 -0.002 0.001
Si 5.79 5.771 7.459 -0.001 0.005 0.002
Si 5.792 9.626 7.471 -0.005 0.01 0.002
Si 5.795 13.476 7.45 0 -0.002 0.003
Si 9.641 1.937 7.468 -0.004 0.008 -0.002
Si 9.637 5.771 7.451 -0.001 -0.005 -0.007
Si 9.634 9.619 7.463 -0.003 -0.001 0.004
Si 9.641 13.476 7.439 -0.005 0.006 -0.003
Si 13.47 1.938 7.477 0.004 0.005 0.001
Si 13.472 5.77 7.457 -0.001 -0.004 -0.004
Si 13.466 9.622 7.472 0 -0.005 0
Si 13.465 13.476 7.444 0 -0.006 -0.002
Si 0.007 1.938 8.839 -0.016 -0.004 0.005
Si 0 5.764 8.82 -0.017 0.003 -0.004
Si 0 9.623 8.833 0.016 0.005 0.001
Si -0.012 13.485 8.806 -0.022 0 -0.009
Si 3.867 1.935 8.826 -0.01 -0.001 0
Si 3.863 5.766 8.813 -0.002 -0.003 0.005
Si 3.857 9.626 8.818 0.002 0.003 -0.002
Si 3.863 13.493 8.792 0.003 -0.012 -0.001
Si 7.729 1.937 8.843 0 -0.006 0.006
Si 7.722 5.767 8.814 0.012 -0.003 -0.002
Si 7.72 9.619 8.836 -0.005 -0.001 0.004
Si 7.73 13.471 8.801 0.021 0.005 -0.01
Si 11.552 1.944 8.855 -0.008 -0.003 0.007
Si 11.553 5.773 8.821 0.004 -0.003 -0.004
Si 11.545 9.615 8.844 0.015 0.001 -0.003
Si 11.552 13.469 8.812 -0.003 0.015 -0.015
Si -0.003 15.393 10.189 0 -0.002 0.002
Si 0.011 3.86 10.21 0.011 -0.001 0.007
Si -0.02 7.682 10.178 0.011 0.006 -0.003
Si -0.04 11.57 10.165 0.01 -0.018 -0.001
Si 3.863 15.396 10.182 0.008 0.009 0.002
Si 3.875 3.855 10.194 -0.003 0.002 0.007
Si 3.863 7.687 10.165 0.001 0.034 -0.002
Si 3.856 11.577 10.14 0.004 -0.001 -0.006
Si 7.745 15.378 10.176 -0.002 0 -0.002
Si 7.735 3.869 10.209 -0.003 -0.006 0.008
Si 7.725 7.677 10.183 -0.007 0.02 -0.009
Si 7.748 11.562 10.176 -0.003 -0.003 0
Si 11.566 15.379 10.185 -0.003 -0.009 0.004
Si 11.563 3.882 10.222 -0.011 -0.009 0.009
Si 11.54 7.678 10.201 0.008 0.02 -0.007
Si 11.531 11.556 10.186 0.01 -0.027 0.001
O 8.581 7.943 16.884 -0.023 0.471 0.065
O 2.116 4.287 18.186 -0.08 0.545 0.214
O 0.982 6.1 22.115 0.67 0.086 0.091
O 12.937 6.467 20.265 -0.437 0.251 -0.253
O 2.182 8.054 18.238 -0.333 -0.003 0.33
O 2.02 11.849 18.151 0.166 -0.196 0.346
O 2.091 14.547 18.192 0.115 0.12 0.371
O 5.885 17.135 17.447 0.127 -0.108 0.286
O 0.054 7.678 26.185 -0.208 0.15 -0.199
O 0.957 13.765 26.542 -0.007 -0.188 0.323
O 6.177 4.336 18.076 0.203 0.528 0.022
O 9.812 15.88 25.613 0.127 -0.402 0.311
O 5.744 5.813 20.205 -0.258 0.275 -0.029
O 5.328 11.881 18.114 -0.607 0.173 0.307
O 8.392 18.469 22.607 0.06 0.318 0.366
O 11.69 13.19 25.403 -0.381 0.187 -0.192
O 9.62 15.929 18.324 -0.111 0.009 0.366
O 9.738 3.152 18.384 -0.312 -0.127 0.195
O 9.7 5.635 17.598 0.125 0.062 0.345
O 9.969 7.845 19.036 0.667 -0.022 0.43
O 6.13 9.147 24.211 0.631 -0.079 -0.191
O 11.201 10.632 22.332 0.618 0.03 0.203
O -1.744 17.492 17.351 0.073 0.139 0.277
O 10.227 4.885 24.139 -0.394 0.239 -0.392
O -0.101 5.435 19.832 0.387 0.193 -0.371
O -1.836 9.596 17.488 0.11 -0.06 0.543
O -1.86 12.062 18.421 -0.245 0.29 0.252
O -1.929 12.86 20.976 -0.082 -0.048 0.297
O 5.794 7.57 22.191 -0.1 0.439 -0.336
O 4.619 10.599 25.735 -0.072 0.25 -0.18
O 8.941 11.873 22.961 -0.163 -0.039 -0.356
O 9.995 18.48 26.029 -0.396 -0.139 0.078
O 11.757 5.403 22.187 -0.089 -0.153 -0.402
O -0.738 18.21 25.498 -0.043 0.55 -0.031
O 6.628 11.111 29.904 -0.277 0.162 -0.147
O 8.316 14.007 24.331 -0.267 0.124 -0.18
O 3.281 17.752 23.038 0.07 0.284 -0.536
O 3.844 9.18 22.915 -0.419 0.028 0.485
O 0.904 16.895 22.056 0.308 -0.257 -0.318
O 6.991 9.897 26.578 0.119 0.442 0.289
O 1.14 12.228 24.383 0.223 0.302 -0.523
O -0.389 7.255 28.633 0.123 0.554 -0.292
O 11.094 12.611 30.336 0.455 0.179 -0.363
O 10.193 14.592 28.85 -0.227 -0.059 -0.063
O 1.573 14.869 29.488 -0.05 -0.067 -0.498
O -1.254 17.056 20.571 0.255 0.02 -0.213
O 7.253 5.597 30.536 0.107 -0.023 -0.146
O 11.925 8.086 22.097 0.427 0.246 -0.124
O 9.444 8.947 26.54 0.071 0.08 0.131
O 11.14 16.474 30.406 0.293 -0.17 -0.285
O -0.129 5.827 30.782 0.272 -0.085 -0.297
O 11.745 17.153 19.389 0.263 0.212 -0.082
O 1.368 16.842 24.595 -0.039 -0.352 0.153
O 5.637 5.59 26.182 -0.124 -0.238 0.017
O -0.045 10.051 25.277 -0.263 0.145 0.569
O 0.351 16.31 26.887 0.163 0.075 0.517
O 6.889 18.466 29.912 -0.116 0.184 0.029
O -1.4 6.743 22.77 0.071 -0.384 0.458
O 7.763 7.344 20.438 0.117 -0.114 -0.279
O 5.158 14.974 24.024 0.242 -0.307 -0.208
O 7.571 12.462 19.261 0.073 0.429 0.215
O 4.413 7.09 24.423 -0.193 0.114 0.124
O 5.603 8.754 29.337 -0.07 -0.343 -0.103
O 7.348 4.897 28.06 0.456 -0.246 -0.123
O 5.335 13.306 20.334 -0.003 0.537 0.188
O -2.29 7.222 30.504 -0.022 -0.173 0.289
O -0.405 3.79 21.899 -0.452 0.229 0.543
O 8.7 12.493 29.212 -0.109 -0.35 -0.346
O -1.267 7.079 18.095 0.262 0.112 0.305
O 10.75 5.543 26.643 0.025 0.02 0.515
O -0.373 13.565 30.739 -0.379 -0.146 -0.501
O 10.816 6.078 30.748 -0.423 0.051 -0.449
O -0.085 8.52 30.835 0.551 0.073 -0.509
O -0.067 8.513 21.416 -0.219 -0.173 -0.495
O 3.733 7.085 28.602 -0.201 0.066 -0.455
O 11.057 13.223 22.096 -0.284 0.292 0.159
O 4.236 4.438 24.293 -0.077 0.194 -0.253
O -0.381 18.692 31.47 -0.098 0.161 -0.208
O 4.254 3.716 19.693 -0.028 -0.476 0.296
O -0.774 14.596 28.4 -0.636 -0.159 -0.13
O 8.106 9.142 28.803 0.691 -0.057 -0.042
O 9.758 11.708 20.42 0.284 0.088 -0.17
O 11.004 8.777 30.602 -0.299 -0.001 -0.416
O 3.469 16.276 30.643 0.14 0.208 -0.36
O 5.047 4.847 29.273 -0.022 -0.36 -0.023
O 3.195 13.639 25.091 0.256 0.02 0.272
O 11.045 16.799 27.749 0.647 0.383 0.119
O 11.429 7.265 28.467 -0.455 0.128 -0.34
O -2.049 4.597 18.304 -0.441 -0.201 0.137
O 3.447 11.137 31.589 0.057 -0.143 -0.515
O 4.95 17.348 25.085 -0.152 0.175 0.352
O 3.266 8.807 30.521 -0.44 -0.199 -0.183
O 10.997 18.867 31.456 -0.187 0.086 -0.24
O 4.037 14.837 28.523 -0.19 0.017 -0.467
O 6.897 11.685 24.656 -0.434 0.286 -0.407
O 3.181 5.817 30.81 -0.12 0.299 -0.096
O 4.247 11.025 21.026 0.355 -0.177 -0.304
O -0.435 16.192 30.563 -0.428 -0.055 -0.467
O 11.428 10.539 25.823 0.727 0.083 -0.09
O -1.442 14.587 25.822 -0.442 0.367 -0.128
O 12.193 17.083 25.366 0.041 -0.242 0.172
O -0.356 11.042 31.508 -0.146 -0.084 -0.552
O 6.102 14.455 18.124 -0.16 0.102 0.169
O 12.35 15.219 21.05 -0.547 0.096 0.408
O 3.45 18.716 31.622 -0.048 0.072 -0.275
O 3.531 9.649 27.987 -0.254 0.363 0.084
O 6.308 16.116 28.925 -0.222 0.322 0.025
O 6.804 3.455 20.498 0.426 -0.583 -0.281
O 9.469 17.122 20.638 -0.402 -0.179 0.299
O 3.491 13.627 30.769 0.123 -0.044 -0.313
O 1.735 18.581 26.477 0.19 -0.142 0.164
O 2 17.16 17.436 -0.131 0.089 0.42
O 8.261 5.141 25.722 -0.067 0.065 -0.379
O 9.319 12.009 25.609 -0.142 -0.264 0.479
O -1.447 12.138 24.815 -0.007 -0.294 0.04
O 1.949 4.117 20.782 0.091 -0.361 0.348
O -2.254 14.138 23.338 0.18 0.541 0.076
O 5.822 18.453 22.848 -0.223 -0.261 0.021
O 2.681 15.212 23.023 -0.037 -0.023 -0.364
O -0.402 10.824 20.208 0.018 -0.365 -0.041
O 2.567 4.707 28.484 -0.117 -0.463 0.293
O 0.846 8.043 23.796 0.173 0.16 -0.218
O 11.764 7.919 25.949 0.536 0.149 -0.283
O 1.838 10.302 21.585 0.077 0.605 0.107
O 0.428 5.289 27.057 -0.168 -0.457 0.119
O -1.93 15.314 18.626 0.143 -0.663 0.276
O 9.628 13.513 17.345 0.103 -0.056 0.299
O 7.329 16.319 24.79 -0.008 0.573 0.137
O 2.418 11.614 26.627 -0.257 0.137 0.507
O 0.23 13.267 19.502 -0.224 0.571 -0.008
O -0.422 10.793 22.79 -0.492 0.137 -0.149
O 4.048 13.053 22.627 -0.034 -0.463 0.123
O -2.05 6.138 26.952 0.061 -0.562 -0.194
O 8.827 16.824 29.199 0.225 0.464 -0.247
O 10.282 8.89 24.042 -0.373 -0.467 -0.004
O 2.723 13.12 20.328 -0.073 0.365 0.233
O 7.431 7.323 26.979 -0.104 -0.015 0.163
O -2.695 3.953 24.172 0.221 0.37 0.276
O 8.229 9.811 19.439 -0.432 -0.276 0.09
O 6.319 13.499 28.648 -0.04 -0.115 -0.421
O 2.346 9.104 25.728 0.111 -0.296 -0.098
O 10.952 18.252 22.54 0.509 -0.349 -0.296
O 9.376 16.109 23.066 0.121 -0.467 -0.197
O 2.915 5.631 26.095 -0.161 0.489 -0.215
O 5.738 15.183 26.573 -0.176 0.011 -0.085
O 4.874 7.865 18.326 0.139 -0.23 0.387
O -1.508 17.186 23.224 -0.151 -0.373 -0.143
O 7.199 5.365 22.274 0.432 0.239 0.38
O 10.863 12.29 27.735 0.527 -0.239 0.187
O 3.494 8.579 20.429 0.211 -0.126 0.16
O 3.209 6.141 19.606 -0.08 -0.034 0.42
O 9.521 8.83 21.507 -0.112 0.167 0.215

Results
total energy: -104303.756 eV
total energy less fixed offsets of O -438.35, Si -107.03 eV per atom: 0.004 eV
